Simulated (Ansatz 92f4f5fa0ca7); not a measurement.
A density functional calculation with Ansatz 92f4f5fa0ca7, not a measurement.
Periodic cell of 221 atoms, Si132O88H1, from a study of silicon, its oxide and their interface. The atomic structure is a simulated model.
Doubt: the cutoff is low for norm-conserving oxygen, so forces and energies are approximate.
This geometry differs little from another in the collection (a relaxation step or a small displacement).

Settings
functional: HSE06
potential files: SPMS norm-conserving
basis: plane waves
wave-function cutoff: 800 eV
density cutoff ratio: 4
exchange-correlation grid ratio: 1
k mesh: 1 x 1 x 1, Gamma-centred
occupations: fixed
spin: none
net charge: +1 e, with a uniform compensating background and no finite-size correction

Cell vectors (angstrom)
a, 10.938, 0, 0
b, 0, 10.938, 0
c, 0, 0, 32.8513

Atoms: element, x, y, z (angstrom)
Si, -0.2317, 0.352, 25.3362
Si, 5.775, -0.1451, 25.3768
Si, 2.5377, 3.0902, 25.3931
Si, 8.4798, 2.6068, 25.2881
Si, 0.3055, 5.3144, 25.3791
Si, 5.209, 5.8048, 25.4669
Si, 3.005, 8.0442, 25.4049
Si, 7.9909, 8.5536, 25.4057
Si, 1.3714, 1.4609, 26.6644
Si, 6.9065, 1.4492, 26.6747
Si, 4.0891, 4.1956, 26.7642
Si, 9.6197, 4.1543, 26.6611
Si, 1.4119, 6.8941, 26.7239
Si, 6.8491, 6.934, 26.7078
Si, 4.1566, 9.6419, 26.6874
Si, 9.5839, 9.689, 26.6988
Si, 2.7171, 0.0316, 28.0285
Si, 8.1919, 0.0439, 28.0911
Si, -0.0127, 2.761, 28.0758
Si, 5.4664, 2.7539, 28.0472
Si, 2.708, 5.5054, 28.1262
Si, 8.1991, 5.4885, 28.0314
Si, -0.0191, 8.2399, 28.0444
Si, 5.4561, 8.2386, 28.0941
Si, 4.1018, 1.3673, 29.4331
Si, 9.5708, 1.3673, 29.4331
Si, 1.3673, 4.1018, 29.4331
Si, 6.8362, 4.1018, 29.4331
Si, 4.1018, 6.8362, 29.4331
Si, 9.5708, 6.8362, 29.4331
Si, 1.3673, 9.5708, 29.4331
Si, 6.8362, 9.5708, 29.4331
Si, 0, 0, 30.8003
Si, 5.469, 0, 30.8003
Si, 2.7345, 2.7345, 30.8003
Si, 8.2035, 2.7345, 30.8003
Si, 0, 5.469, 30.8003
Si, 5.469, 5.469, 30.8003
Si, 2.7345, 8.2035, 30.8003
Si, 8.2035, 8.2035, 30.8003
Si, 1.3673, 1.3673, 32.1676
Si, 6.8362, 1.3673, 32.1676
Si, 4.1018, 4.1018, 32.1676
Si, 9.5708, 4.1018, 32.1676
Si, 1.3673, 6.8362, 32.1676
Si, 6.8362, 6.8362, 32.1676
Si, 4.1018, 9.5708, 32.1676
Si, 9.5708, 9.5708, 32.1676
Si, 2.7345, 0, 0.6835
Si, 8.2035, 0, 0.6835
Si, 0, 2.7345, 0.6835
Si, 5.469, 2.7345, 0.6835
Si, 2.7345, 5.469, 0.6835
Si, 8.2035, 5.469, 0.6835
Si, 0, 8.2035, 0.6835
Si, 5.469, 8.2035, 0.6835
Si, 4.1018, 1.3673, 2.0507
Si, 9.5708, 1.3673, 2.0507
Si, 1.3673, 4.1018, 2.0507
Si, 6.8362, 4.1018, 2.0507
Si, 4.1018, 6.8362, 2.0507
Si, 9.5708, 6.8362, 2.0507
Si, 1.3673, 9.5708, 2.0507
Si, 6.8362, 9.5708, 2.0507
Si, 0, 0, 3.418
Si, 5.469, 0, 3.418
Si, 2.7345, 2.7345, 3.418
Si, 8.2035, 2.7345, 3.418
Si, 0, 5.469, 3.418
Si, 5.469, 5.469, 3.418
Si, 2.7345, 8.2035, 3.418
Si, 8.2035, 8.2035, 3.418
Si, 1.2921, 1.4778, 4.7355
Si, 6.8299, 1.338, 4.8389
Si, 4.161, 3.9832, 4.8475
Si, 9.5654, 4.0763, 4.8483
Si, 1.417, 6.7468, 4.794
Si, 6.8188, 6.827, 4.7856
Si, 4.1135, 9.577, 4.7853
Si, 9.6354, 9.4728, 4.661
Si, 2.6624, 0.0789, 5.9651
Si, 8.2776, -0.1456, 5.9746
Si, -0.06, 2.6788, 6.3062
Si, 5.3785, 2.4912, 6.4022
Si, 2.7555, 5.3326, 6.1978
Si, 8.055, 5.3308, 6.1749
Si, -0.1068, 8.0126, 6.0543
Si, 5.46, 8.1957, 6.1922
Si, 3.6471, 1.2814, 7.7837
Si, 9.789, 0.8591, 7.4463
Si, 1.6244, 3.745, 7.6018
Si, 6.4919, 4.1831, 7.6172
Si, 4.3689, 6.5307, 7.4508
Si, 9.2326, 6.9022, 7.4216
Si, 1.0846, 9.7357, 7.0168
Si, 7.192, 9.2829, 7.3898
O, 1.4084, 4.186, 24.8564
O, 6.8574, 9.6413, 24.862
O, 2.6581, 2.565, 8.1842
O, 8.2186, 8.1014, 7.9631
O, 5.4505, 5.4103, 7.9641
O, 0.0665, -0.2047, 7.8928
O, 4.0976, 6.9017, 24.9039
O, 9.5727, 1.4487, 24.7949
O, 2.3315, 9.0614, 7.8759
O, 1.0501, 4.4913, 8.9752
O, 8.8967, 1.1249, 8.8319
O, 6.8264, 10.2228, 8.7192
O, 3.8938, 0.4066, 9.2597
O, 3.8658, 7.165, 8.9189
O, 6.9131, 3.6851, 9.1542
O, 9.8516, 6.0863, 8.7244
O, 3.2852, 2.482, 24.0574
O, 5.1753, 0.5856, 24.0268
O, 7.8606, 3.3379, 23.9264
O, 10.6102, 6.0273, 24.0351
O, 8.7076, 7.9145, 24.0694
O, 2.355, 8.7178, 24.0504
O, 5.846, 5.0911, 24.142
O, 0.4773, 10.6393, 23.9942
Si, 3.649, 10.4436, 10.6103
Si, 0.9866, 3.2203, 12.6627
Si, -2.3786, -1.9126, 11.7633
Si, 4.4688, 1.7856, 23.1815
Si, -6.1851, -7.5672, 17.3069
Si, 3.3725, -11.0486, 15.9491
Si, 1.2013, 9.4389, 23.1576
Si, 15.7741, 8.4417, 17.4782
Si, -1.8763, 3.165, 12.6098
Si, -1.2745, 4.3032, 19.1782
Si, 2.4416, 0.5348, 21.1767
Si, 5.0295, 12.9365, 14.704
Si, 10.8174, 18.0743, 12.0406
Si, 2.5789, 0.8535, 13.2311
Si, 7.7687, 11.1902, 9.6481
Si, 0.2634, 5.9961, 17.1345
Si, 5.5091, -2.3164, 12.3864
Si, 2.5448, -2.8602, 9.1257
Si, 3.9425, 3.4565, 12.2146
Si, 7.9635, 6.0657, 21.028
Si, 7.2911, -2.406, 19.2757
Si, 10.3951, 5.2195, 14.2566
Si, 2.4148, 1.3931, 18.3331
Si, 9.766, -2.1968, 17.4387
Si, 6.6603, 2.9183, 10.5568
Si, -3.0828, 1.4052, 14.622
Si, 0.1315, 1.9924, 20.1543
Si, 8.9542, -0.0209, 19.2122
Si, 6.6059, 4.064, 23.1521
Si, 9.9074, 7.2375, 23.203
Si, 7.7471, 2.3601, 17.5878
Si, 11.2536, 5.8375, 9.5111
Si, 6.4211, 7.815, 14.9043
Si, 4.5825, -4.743, 13.7448
Si, 3.4015, 6.0738, 16.7287
Si, 8.799, -1.4855, 14.7261
O, 5.8973, 7.8483, 16.4122
O, 5.7568, -2.0606, 18.7469
O, 7.9753, 2.2776, 15.9738
O, -1.7034, -1.3747, 13.1685
O, 7.0508, -2.5758, 11.876
O, 14.6467, 7.3107, 17.7475
O, 1.2209, 1.6367, 21.3085
O, 3.9053, 13.013, 13.3933
O, -2.0037, 1.7706, 13.4682
O, 0.1321, 5.7682, 11.1368
O, 6.2313, 2.9487, 17.8651
O, 8.5281, 5.2919, 19.7259
O, -3.067, -0.1645, 15.0096
O, -0.6057, 5.4544, 15.8539
O, -0.0553, 7.5589, 17.4885
O, -0.4152, 3.0598, 11.8354
O, 7.1353, -3.6039, 20.3798
O, 10.8432, 5.1094, 18.4286
O, 3.7874, 1.1029, 21.8715
O, -8.561, 3.4706, 11.7676
O, 7.9672, 0.888, 18.2555
O, 10.3818, 14.388, 20.3734
O, 3.67, 6.3715, 15.1044
O, 0.9525, 2.0276, 18.7068
O, 1.8264, -5.1984, 16.8013
O, 6.7622, 12.2446, 10.388
O, 7.8055, 14.3591, 11.6116
O, 9.591, -3.0539, 11.2465
O, 12.1186, 18.9877, 12.3378
O, 0.8158, 4.3639, 13.8146
O, -0.5559, -4.2699, 13.5365
O, 2.7197, 9.1074, 10.389
O, 1.2142, 7.1887, 9.3007
O, 5.1033, 14.1072, 11.1395
O, 4.7405, 0.7236, 15.6292
O, 2.7945, 0.375, 19.5643
O, 4.3024, 4.7198, 13.1215
O, 9.2336, 6.617, 21.8672
O, 5.6629, 8.9879, 13.9945
O, -1.0962, 0.9071, 20.1994
O, 7.0844, 4.9867, 21.8839
O, -2.9354, -2.8926, 14.8845
O, 1.9264, -0.8717, 21.8252
O, -0.8643, -0.8948, 18.3772
O, 2.2723, 0.6364, 16.8769
O, 2.7345, -0.2432, 14.4127
O, 5.5638, 2.8929, 22.6719
O, 8.9115, -7.6051, 18.1175
O, 3.6143, 2.4876, 18.0716
O, -1.037, -1.5936, 15.9037
O, 2.796, 0.3836, 11.7168
O, 1.2698, 1.7673, 13.4102
O, -7.0155, -1.3617, 16.7592
O, 6.4187, 12.7819, 13.925
O, 4.7812, -7.6683, 15.6413
O, 0.0783, 8.3372, 22.7272
O, 7.946, -1.0676, 19.978
O, 4.4932, -3.6444, 12.4832
O, -2.6377, -2.7614, 17.9894
O, 4.9363, 9.843, 11.4512
O, 9.1043, 4.3759, 13.7069
O, 8.5347, -0.6378, 10.7681
O, 4.3432, -6.0095, 17.4207
O, 6.133, -4.6028, 14.2545
H, 12.6195, 19.4271, 11.6215

Results
free energy: -54394.563 eV
free energy less fixed offsets of H -15.86, O -447.96, Si -113.29 eV per atom: -3.943 eV
gap between the highest filled and lowest empty level on this k mesh: 1.188 eV

The program warned: the cutoff lies below the one the program advises for these potential files; the forces do not sum to zero within the program's tolerance; the exchange-correlation potential is rough where the density is thin.
